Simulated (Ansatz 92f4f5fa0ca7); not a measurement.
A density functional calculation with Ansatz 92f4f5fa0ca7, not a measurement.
Periodic cell of 222 atoms, Si131O89P2, from a study of silicon, its oxide and their interface. The atomic structure is a simulated model.
Doubt: the cutoff is far below the 930 eV that the study's wrapper takes by default for these files, so forces and energies are approximate.
This geometry differs little from another in the collection (a relaxation step or a small displacement).

Settings: functional PBE; potential files Ansatz PAW; basis plane waves; wave-function cutoff 580 eV; density cutoff ratio 5; exchange-correlation grid ratio 1; k mesh 1 x 1 x 1, Gamma-centred; self-consistency stop 5e-08 eV per atom in the density residual; occupations fixed; spin none; net charge 0.

Cell vectors (angstrom)
a 10.938 0 0
b 0 10.938 0
c 0 0 32.1988

Atoms and the computed forces on them: element, x, y, z (angstrom), force x, y, z (eV/angstrom)
Si 10.6342 0.2817 24.8548 -0.001 0.0021 0.0005
Si 5.6347 10.7583 24.823 0.0004 -0.0028 0.0458
P 2.4052 2.9948 24.6108 -0.0122 -0.0247 0.0043
Si 8.4539 2.5277 24.8322 0.0008 0.0021 0.0015
P 0.1221 5.3076 24.6133 0.0015 -0.0005 -0.006
Si 5.1191 5.7175 24.6915 0 0.0035 -0.0015
Si 2.8712 7.962 24.6206 0.0007 -0.0056 -0.0004
Si 7.8582 8.5163 24.645 0.0052 0.0011 0.0203
Si 1.4222 1.4275 26.0238 -0.0023 0.0127 -0.0018
Si 6.8508 1.3656 26.1352 0.0018 -0.002 0.0011
Si 4.0121 4.0165 25.9645 0.0012 0.0023 -0.0025
Si 9.6691 4.1464 26.0691 -0.0059 -0.0032 -0.0008
Si 1.3111 6.7463 25.9937 0.0001 0.0057 0.0007
Si 6.7653 6.8606 25.9802 -0.0023 0.0008 -0.0038
Si 4.0379 9.5197 26.0336 0.0041 -0.0002 -0.0006
Si 9.4716 9.5806 26.0781 -0.0019 0.0036 -0.0015
Si 2.7099 -0.0122 27.3835 0.0041 -0.0027 0.0035
Si 8.167 -0.0202 27.514 -0.0043 -0.0003 -0.0031
Si 0.0451 2.7513 27.4479 0.002 -0.0008 0.0011
Si 5.4435 2.7595 27.3923 0.0057 -0.0037 0.0055
Si 2.7037 5.4239 27.3906 -0.0021 -0.0007 0.0008
Si 8.184 5.4957 27.3412 -0.0002 -0.0015 0.0043
Si -0.0283 8.185 27.3517 0.0012 -0.0011 0.0018
Si 5.4401 8.1979 27.425 0.0004 0.0067 0.0002
Si 4.0883 1.3616 28.7581 -0.0003 0.0014 0.0004
Si 9.5866 1.3662 28.7948 -0.0019 0.0022 -0.0032
Si 1.3663 4.1125 28.8232 0.0002 -0.0021 -0.0008
Si 6.836 4.1208 28.7448 -0.0001 0.0019 -0.0009
Si 4.0864 6.8049 28.7627 0.0007 -0.0002 -0.0018
Si 9.547 6.8397 28.7503 0.0001 0.0002 -0.0008
Si 1.344 9.5523 28.7437 -0.0019 0.0009 -0.0011
Si 6.7911 9.5518 28.8316 -0.0024 -0.0008 -0.0022
Si 0.009 -0.0117 30.1457 0.0018 -0.0005 0.0015
Si 5.4486 0.0131 30.1594 0.0006 -0.0009 -0.0012
Si 2.7392 2.7302 30.1518 0 -0.0004 -0.0005
Si 8.2005 2.7452 30.1338 -0.0004 -0.0002 0.0005
Si -0.018 5.4851 30.1478 -0.0013 0.0009 -0.001
Si 5.4704 5.4657 30.14 -0.0001 -0.0021 0.0006
Si 2.7247 8.1967 30.1275 0.0004 0.0007 -0.0002
Si 8.2015 8.1975 30.1527 0.0003 -0.0005 -0.0003
Si 1.3673 1.3673 31.515 0.0487 -0.057 0.0064
Si 6.8362 1.3673 31.515 0.0414 0.1039 -0.0894
Si 4.1018 4.1018 31.515 0.074 -0.0578 0.0019
Si 9.5708 4.1018 31.515 -0.0633 0.0601 -0.0497
Si 1.3673 6.8362 31.515 -0.0631 0.0681 -0.078
Si 6.8362 6.8362 31.515 -0.0153 -0.0316 0.018
Si 4.1018 9.5708 31.515 -0.164 -0.0675 -0.0736
Si 9.5708 9.5708 31.515 -0.0163 -0.0015 -0.0019
Si 2.7345 0 0.6835 0.0231 -0.0525 0.1332
Si 8.2035 0 0.6835 -0.043 0.0463 -0.0638
Si 0 2.7345 0.6835 -0.0467 -0.0137 0.0804
Si 5.469 2.7345 0.6835 0.1127 -0.0193 0.0342
Si 2.7345 5.469 0.6835 -0.0263 0.1416 -0.1151
Si 8.2035 5.469 0.6835 0.0507 -0.1165 0.1108
Si 0 8.2035 0.6835 0.1166 -0.082 -0.0068
Si 5.469 8.2035 0.6835 -0.009 0.0322 0.0848
Si 4.1251 1.3578 2.0572 -0.0006 -0.0009 0.0005
Si 9.5667 1.3562 2.0552 0.0001 0.0015 0.0001
Si 1.371 4.1187 2.0386 -0.0017 -0.0003 0.0005
Si 6.8486 4.0859 2.0609 0.0003 0.0002 0.0003
Si 4.1055 6.8291 2.0568 -0.0003 0.001 -0.0001
Si 9.5795 6.836 2.0528 -0.0005 -0.0007 0.0004
Si 1.3816 9.55 2.0539 0.0006 0.0007 0.0004
Si 6.8281 9.5918 2.0523 -0.001 -0.0004 0.0003
Si -0.0035 -0.0326 3.3935 -0.0019 -0.0014 -0.0028
Si 5.4908 0.0114 3.4751 0.0004 0.0005 0
Si 2.7769 2.7805 3.3698 0.0011 0.0022 -0.0031
Si 8.1927 2.6979 3.4522 -0.0001 -0.0008 0.0007
Si 0.0217 5.4786 3.435 0.0008 0 0.0009
Si 5.4841 5.4647 3.4125 -0.0001 0.0003 -0.0027
Si 2.7688 8.2079 3.4504 0.0005 -0.0004 0.0009
Si 8.2078 8.2256 3.384 0 0.0007 -0.0025
Si 1.3958 1.3881 4.6388 0.0003 0.0002 0.0047
Si 6.847 1.3494 4.9124 -0.0005 0.0009 -0.0007
Si 4.1586 4.0843 4.8085 -0.001 -0.001 0.0032
Si 9.5776 4.0837 4.7656 -0.0005 0.001 -0.0012
Si 1.4155 6.8316 4.8225 -0.0012 0.0004 -0.0003
Si 6.8296 6.8856 4.7359 -0.0001 -0.0004 0.002
Si 4.1375 9.5761 4.8523 -0.0012 0.0001 -0.0019
Si 9.5584 9.5505 4.7942 0.0006 0.0002 0.0036
Si 2.7488 0.1088 6.0693 -0.0008 0.0003 -0.0007
Si 8.2077 -0.0622 6.2714 0.0006 -0.0003 -0.001
Si 0.0306 2.6729 6.0461 0 -0.0004 -0.0013
Si 5.4782 2.7254 6.2998 0.0005 0.001 -0.0006
Si 2.8171 5.4767 6.1843 -0.0002 -0.0002 -0.0012
Si 8.1768 5.4783 6.0504 0.0001 0.0003 -0.0001
Si 0.0146 8.1865 6.1596 0.0001 0.0006 -0.001
Si 5.533 8.2212 6.2388 0.0005 0 0.0004
Si 3.8393 1.5712 7.6124 0.0012 0.0012 0.0015
Si 9.8394 1.1422 7.4563 -0.0016 -0.0019 0.0015
Si 1.6317 3.7984 7.3166 0.0017 0.0021 0.0013
Si 6.6529 4.4161 7.4904 -0.0008 -0.0018 -0.0002
Si 4.4081 6.634 7.5514 -0.0009 -0.001 0.002
Si 9.3713 6.9464 7.4139 0.0025 0.0003 -0.0014
Si 1.1414 9.9186 7.3023 -0.0012 -0.0016 -0.0001
Si 7.1645 9.2263 7.6793 0.0012 0.0022 -0.0001
O 8.3182 8.0877 7.9234 -0.0021 -0.0011 0.0007
O 2.7194 2.7358 7.9597 -0.0011 -0.0007 -0.0013
O 9.5517 1.4071 24.2895 0.0016 0.0019 -0.0004
O 4.004 6.8322 24.1528 0.0034 -0.0002 0.0015
O 0.028 0.0268 7.9619 0.0012 0.002 -0.0009
O 5.5268 5.5099 8.0418 0.0002 0.0015 -0.0013
O 6.7359 9.663 24.2922 0.0095 -0.013 -0.0242
O 3.8644 7.3933 8.938 0.0002 0.0002 -0.0011
O 0.8164 4.3722 8.6104 0 -0.0007 -0.0007
O 9.8197 6.1724 8.8095 -0.0006 -0.0005 0.0003
O 2.1071 9.3873 8.5173 0.0002 0.0005 -0.0004
O 7.5072 3.9266 8.8171 0.0002 0.0005 -0.0001
O 4.2681 0.9265 9.0844 0 0 -0.0006
O 6.7416 9.5529 9.2379 -0.0007 0.0002 -0.0001
O 9.2104 1.8594 8.8033 0.0001 0.0004 -0.0008
O 7.7147 3.1764 23.5151 -0.0037 0.0011 -0.0017
O 9.9098 6.435 24.1062 -0.0006 0.003 0.0013
O 5.0013 0.4677 23.4605 -0.0048 0.0016 -0.0179
O 5.8497 5.1078 23.3463 -0.0006 0 0.0006
O 3.035 2.2192 23.2749 -0.0053 0.0128 -0.0054
O 2.2638 8.6918 23.2473 -0.0007 0.0013 0.0002
O 8.3267 8.0923 23.1035 0.0004 -0.0022 -0.0007
O 0.2711 10.4236 23.553 0.0014 -0.0033 -0.0027
Si 4.349 1.5889 22.4965 -0.0004 0.0078 -0.0102
Si 3.5012 7.932 14.0502 -0.0003 0.0005 0.0009
Si 7.135 0.9677 14.6981 -0.0002 0.0007 0.0013
Si 0.9276 9.3497 22.541 0.0009 0.0019 -0.0001
Si 1.1851 4.3077 11.8988 -0.0001 0.0006 0.0011
Si 6.2706 8.9694 15.347 0.0001 0.0003 0.0011
Si 0.684 1.3657 12.3174 0 0.0002 0.0012
Si 8.6627 4.9239 20.5982 -0.0015 -0.0006 -0.0011
Si 0.332 5.7093 9.372 0 0.0007 0.0008
Si 5.1132 3.1223 17.9649 -0.0006 0.0001 0.0005
Si 0.8827 3.7405 16.7732 -0.0001 0.0001 0.0009
Si 10.4102 2.8103 19.2635 0.0001 0.0002 -0.0001
Si 5.284 1.1806 10.3607 -0.0005 0.0003 0.0009
Si 0.8988 0.1524 19.8548 0.0009 0.0001 0.0004
Si 6.6531 9.4564 10.8761 -0.0004 0.0007 0.001
Si 9.3417 9.6826 18.3328 0.0006 0.0008 0.0001
Si 9.3989 9.238 12.5872 -0.0001 0.0004 0.0009
Si 6.5584 3.851 22.5917 -0.0007 -0.0022 0.0009
Si 2.444 8.071 9.3906 -0.0004 0 0.0007
Si 10.629 7.3803 17.1076 -0.0002 0.0006 0.001
Si 2.537 6.297 16.608 -0.0005 0.0003 0.001
Si 10.1802 4.4893 14.2071 -0.0001 0.0004 0.0011
Si 6.1396 9.1907 18.5435 -0.0004 0.0008 -0.0008
Si 7.9702 2.57 9.5874 -0.0003 0.0003 0.0004
Si 8.8836 2.142 12.4664 -0.0002 0.0007 0.0011
Si 5.3713 6.2481 18.106 -0.0001 -0.0005 0.0004
Si 3.9255 0.5652 19.4905 -0.0018 0.0014 -0.0001
Si 4.2857 3.8368 12.0687 -0.0001 0 0.0009
Si 5.5523 6.6007 12.1563 -0.0001 0.0004 0.0011
Si 8.0303 2.4936 17.2714 -0.0003 0.0002 0.0011
Si 4.3716 2.4835 14.9896 -0.0003 0.0005 0.0013
Si 1.551 1.2159 15.2773 -0.0002 0.0005 0.0014
Si 1.5773 9.4074 12.0598 -0.0001 0.0003 0.0009
Si 8.0535 6.848 13.8979 -0.0002 0.0002 0.0013
Si 10.3937 9.8362 15.5012 0 0.0007 0.0012
Si 9.6123 7.1828 22.6738 0.0042 -0.0014 -0.007
Si 8.1789 5.509 17.5085 0.0001 0.0002 0.0008
O 6.0551 7.9553 11.3052 -0.0003 0 -0.0005
O 6.0058 9.1966 16.9261 -0.0001 0.0002 0
O 7.6904 1.3608 13.2219 -0.0004 0.0002 -0.0004
O 0.903 1.7494 13.8871 0 0.0002 -0.0003
O 9.4895 6.2461 16.9118 -0.0002 0.0003 -0.0006
O 6.7668 6.2017 13.1592 0.0003 0.0004 -0.0005
O 5.1658 4.6578 18.637 -0.0003 0.001 -0.0002
O 9.2349 2.1043 18.3241 0.0001 0.0005 -0.0001
O 2.3796 0.0913 19.0863 -0.0004 0 -0.0002
O 9.4098 10.2283 16.7705 -0.0004 0.0004 -0.0004
O 2.7948 4.4318 11.7363 -0.0001 0.0005 -0.0008
O 5.0775 10.3366 19.1382 0.0008 -0.0002 0.0008
O 9.4272 3.2475 13.5009 0 0.0007 -0.0006
O 0.4816 1.7436 19.9932 -0.0004 0.0006 -0.0003
O 3.1654 1.3647 15.0818 -0.0001 0.0004 -0.0008
O 8.2898 5.4901 19.1285 0.0001 0.0006 -0.0002
O 3.9361 6.5827 17.3988 0.0004 0.0004 -0.0002
O 4.5828 3.2895 16.4104 0 0.0004 -0.0002
O 9.0623 5.6615 14.3493 -0.0001 0.0003 -0.0008
O 5.4229 2.7666 22.1754 0.0051 0.0061 -0.0011
O 10.6798 4.1266 15.6987 0.0001 0.0003 -0.0002
O 0.3264 3.8449 18.3072 -0.0002 0.0002 0.0002
O 10.4315 10.5242 19.2148 -0.0007 0.0002 0.0001
O 9.6577 10.021 14.0425 0 0.0006 -0.0002
O 10.8499 8.1196 22.1844 -0.0021 -0.0018 0.0022
O 1.2108 2.1615 16.5542 -0.0002 0.0005 -0.0005
O 9.732 3.6967 20.4581 0.0004 0 0.0004
O 8.1835 4.0422 16.8169 -0.0001 0.0005 -0.0008
O -0.0347 9.0927 11.9202 -0.0003 0.0004 -0.0005
O 6.5868 2.395 18.0285 0 0.0002 -0.0004
O 5.5898 10.7145 11.2067 -0.0001 0.0001 -0.0005
O 7.755 9.5952 18.8559 -0.0006 0.0002 0.0006
O 10.0352 1.0227 12.0808 -0.0001 0.0004 -0.0007
O 1.3203 6.954 9.0813 -0.0001 0.0007 -0.0004
O 0.625 4.7713 13.3664 -0.0005 0.0005 -0.0004
O 5.7034 7.6337 19.024 0 0.0006 0.0007
O 5.2436 5.0847 11.539 -0.0001 0.0006 -0.0006
O 2.7347 6.9854 15.1431 -0.0003 0.0001 -0.0003
O 0.9186 2.7417 11.4866 -0.0003 0.0002 -0.0007
O 0.8702 10.6896 15.5688 -0.0003 0.0002 -0.0008
O 2.4147 8.5851 10.9276 -0.0002 0.0007 -0.0003
O 4.7046 2.4289 11.2892 -0.0003 0.0008 -0.0005
O 4.2673 3.5088 13.7 -0.0001 0.0001 -0.0001
O 2.1924 4.6935 16.5295 0 0.0004 -0.0007
O 10.7307 8.2531 15.7221 -0.0001 0.0002 -0.0006
O 6.9496 10.2993 14.7215 -0.0003 0.0003 -0.0007
O 2.347 8.9467 13.4433 0.0002 0.0002 -0.0004
O 8.0538 1.5553 15.9291 0 0.0005 -0.0006
O 4.1389 6.9963 12.8776 -0.0004 0.0005 -0.0004
O 4.1802 2.0202 18.7506 0 0.0003 0
O 7.2691 4.3955 21.2434 0.0006 0 0.0003
O 8.4102 2.9153 11.1155 0.0002 0.0002 -0.0001
O 1.225 6.9003 17.4009 -0.0002 0.0003 -0.0004
O 5.6677 1.5787 14.7938 0 0.0005 -0.0008
O 8.1377 9.7474 11.6068 0.0002 0.0001 -0.0005
O 9.2984 6.1235 21.4919 0.0002 0.0016 0.0027
O 8.9662 7.7103 12.888 -0.0003 0.0003 -0.0006
O 1.6557 0.115 11.9026 -0.0002 0.0004 -0.0006
O 6.7134 6.1651 17.1523 -0.0004 0.0006 -0.0004
O 7.3939 7.7985 15.069 -0.0004 0.0006 -0.0006
O 1.2199 10.2149 21.1978 -0.0004 0 -0.0001
O 10.0417 8.2075 18.377 -0.0004 0.0002 0
O 3.9263 0.8667 21.1048 -0.001 -0.0015 -0.001
O 0.3442 5.3273 10.9405 0 0.0001 0
O 6.699 1.5686 9.6476 0 0.0005 -0.0003
O 4.787 8.7204 14.6947 0.0001 0.0007 -0.0005

Results
free energy: -135405.226 eV
free energy less fixed offsets of O -568.88, P -755.39, Si -635.61 eV per atom: 0.784 eV

The program warned: the cutoff lies below the one the program advises for these potential files; the forces do not sum to zero within the program's tolerance; the exchange-correlation potential is rough where the density is thin.
